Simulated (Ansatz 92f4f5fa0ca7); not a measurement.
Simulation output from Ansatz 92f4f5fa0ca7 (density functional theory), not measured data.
Periodic cell of 272 atoms, Si165O105B2, from a study of silicon, its oxide and their interface. The atomic structure is a simulated model.
Doubt: the cutoff is far below the 930 eV that the study's wrapper takes by default for these files, so forces and energies are approximate.
This geometry differs little from another in the collection (a relaxation step or a small displacement).

Settings
functional: PBE
potential files: Ansatz PAW
basis: plane waves
wave-function cutoff: 580 eV
density cutoff ratio: 5
exchange-correlation grid ratio: 1
k mesh: 1 x 1 x 1, Gamma-centred
self-consistency stop: 5e-08 eV per atom in the density residual
occupations: fixed
spin: none
net charge: 0

Cell vectors (angstrom)
a  11.6015  0  0
b  0  13.3963  0
c  0  0  29.8085

Atoms and the computed forces on them: element, x, y, z (angstrom), force x, y, z (eV/angstrom)
Si  11.5365  0.1867  22.928  -0.0022  -0.0017  0.0011
Si  3.905  0.1591  23.0411  0.0001  -0.0014  0.0008
Si  7.6549  0.1237  23.1449  0.0002  -0.0017  0.0011
Si  2.0658  3.4586  22.893  -0.0008  0.0005  0.0001
Si  5.9013  3.6847  23.01  -0.0003  -0.0003  0.0008
Si  9.7515  3.5364  23.035  0.0019  -0.0003  0.0001
Si  11.6569  6.8594  23.0795  0.0006  -0.0013  -0.0003
Si  3.949  7.0375  23.1841  -0.0012  -0.0003  0.0002
Si  7.7792  6.8982  23.2791  -0.0041  0.0033  0.0022
Si  2.0296  10.2432  23.2597  -0.0001  0.0009  0.0006
Si  5.8518  10.0987  23.2964  -0.0024  0.0008  0
Si  9.8378  10.089  23.2392  0  0.001  0.0011
Si  11.6909  2.3928  23.7632  0.0003  -0.0011  0.0007
Si  3.9937  2.4079  23.7635  -0.0006  -0.0011  -0.0001
Si  7.7842  2.4123  23.7827  -0.0007  0.0005  -0.0002
Si  2.026  5.7085  23.7073  0.0009  -0.0005  -0.0012
Si  5.8209  5.8065  23.9951  0.0014  -0.001  0.0007
Si  9.7313  5.7288  23.9013  0.0001  -0.0012  0.0003
Si  11.7485  9.0274  24.0299  -0.0007  0.0006  0.0001
Si  3.9006  9.1366  24.1787  0.0009  -0.0001  0.0002
Si  7.8424  9.0975  24.0408  0.0014  -0.0027  -0.0007
Si  1.9035  12.5123  23.8137  -0.0001  -0.0002  0.0003
Si  5.7667  12.3745  23.929  0  0.0007  -0.0002
Si  9.6681  12.3985  23.7927  0.0019  0.0006  0.0009
Si  11.638  2.2983  26.176  -0.0002  0.0006  -0.0002
Si  3.9102  2.3098  26.1757  0.001  0.0005  -0.0003
Si  7.7546  2.3118  26.1891  -0.0001  0.0001  0.0001
Si  1.9728  5.6221  26.1473  0.0001  -0.0001  0.0002
Si  5.8091  5.6589  26.3282  0.0001  -0.0007  -0.0006
Si  9.7033  5.6358  26.265  -0.0007  -0.0001  0.0012
Si  11.6629  8.9766  26.3536  -0.0002  0  0.0002
Si  3.8805  9.0128  26.4631  0.0001  -0.0002  0.0013
Si  7.7886  9.0097  26.3627  -0.0004  0.001  -0.0012
Si  1.918  12.3876  26.2119  0.0003  -0.0005  -0.0006
Si  5.7924  12.3311  26.2868  0.0008  0  -0.0006
Si  9.6788  12.3475  26.194  -0.0008  -0.0001  -0.0009
Si  1.9638  1.1992  27.0205  0  -0.0009  -0.0012
Si  5.8227  1.1835  27.0226  -0.0004  -0.0009  -0.0006
Si  9.6897  1.1804  27.0034  0.0002  -0.0013  -0.0008
Si  11.6436  4.511  27.0163  0.0008  0.0002  -0.0012
Si  3.8749  4.5104  27.0393  0.0005  -0.0004  -0.001
Si  7.7548  4.519  27.0465  -0.0012  0.0007  -0.0012
Si  1.9622  7.812  27.08  -0.0001  -0.0002  -0.0011
Si  5.8416  7.8853  27.0934  -0.0001  0  -0.0018
Si  9.7116  7.8532  27.0758  0  0.0007  -0.0016
Si  11.6082  11.2381  27.0403  -0.0006  0  -0.0005
Si  3.8407  11.2667  27.0775  0.0002  0.0005  -0.0009
Si  7.7558  11.2467  27.0617  0.0005  -0.0007  0.0012
Si  1.9336  1.1164  29.4135  0.0671  0.186  -0.1642
Si  5.8008  1.1164  29.4135  0.058  0.1368  -0.1232
Si  9.6679  1.1164  29.4135  0.0732  0.1116  -0.2441
Si  0  4.4654  29.4135  0.126  0.0505  -0.1335
Si  3.8672  4.4654  29.4135  -0.0782  0.0325  -0.115
Si  7.7343  4.4654  29.4135  0.0795  0.0117  0.0254
Si  1.9336  7.8145  29.4135  0.002  -0.1816  0.2849
Si  5.8008  7.8145  29.4135  0.0936  -0.0055  0.4488
Si  9.6679  7.8145  29.4135  0.0774  -0.0048  0.1857
Si  0  11.1635  29.4135  0.0064  0.1738  -0.0486
Si  3.8672  11.1635  29.4135  -0.0928  0.2911  0.2885
Si  7.7343  11.1635  29.4135  0.0351  0.2033  0.0439
Si  0  0  0.3944  -0.0827  -0.1304  -0.1313
Si  3.8672  0  0.3944  -0.0463  -0.1812  0.1542
Si  7.7343  0  0.3944  -0.1514  -0.2157  -0.0941
Si  1.9336  3.3491  0.3944  0.0912  -0.1367  -0.1762
Si  5.8008  3.3491  0.3944  -0.1051  -0.0672  0.0704
Si  9.6679  3.3491  0.3944  -0.1446  -0.0435  -0.2304
Si  0  6.6981  0.3944  -0.0521  0.0305  -0.0348
Si  3.8672  6.6981  0.3944  0  -0.1257  -0.1356
Si  7.7343  6.6981  0.3944  -0.0025  0.0451  0.1485
Si  1.9336  10.0472  0.3944  -0.089  -0.0259  -0.0525
Si  5.8008  10.0472  0.3944  0.1558  0.0915  0.0171
Si  9.6679  10.0472  0.3944  -0.0114  -0.1569  -0.0319
Si  11.5471  -0.0485  2.7492  0.0014  0.0021  0.0021
Si  3.8199  -0.0639  2.7802  0.0027  0.0027  0.004
Si  7.6749  -0.0747  2.7514  -0.0032  -0.0006  0.0037
Si  1.9291  3.2871  2.7349  0.0008  -0.0038  0.0043
Si  5.7655  3.2883  2.7806  0.0001  -0.0031  0.0039
Si  9.6279  3.3116  2.7387  -0.0077  -0.0003  -0.0018
Si  11.5913  6.6546  2.7483  -0.0019  -0.0027  0.0033
Si  3.875  6.6287  2.7399  -0.0029  0.0002  0.0006
Si  7.7337  6.6676  2.7789  0  -0.003  0.0076
Si  1.9129  9.9951  2.7635  0.0007  0.0001  0.0026
Si  5.8262  10.0317  2.7729  -0.0017  0.0022  0.0022
Si  9.6688  9.9752  2.7618  0.0015  -0.0011  0.0009
Si  11.5677  2.2043  3.4528  -0.001  0.0015  0.0005
Si  3.8263  2.1411  3.5893  -0.0009  0.0017  0.0059
Si  7.7037  2.1408  3.5044  0.002  -0.0032  0.0113
Si  1.9148  5.5108  3.4799  -0.0006  0.0004  -0.0009
Si  5.8067  5.533  3.5698  -0.0024  0.0023  -0.0068
Si  9.6717  5.5277  3.5408  0.0006  -0.0072  0.0067
Si  11.5946  8.8636  3.5975  -0.0031  -0.0015  -0.002
Si  3.8913  8.8761  3.4383  0.0004  -0.002  0.0012
Si  7.7416  8.8956  3.622  -0.0008  0.0011  -0.0029
Si  1.8563  12.2228  3.5648  -0.001  -0.0005  -0.0014
Si  5.746  12.2454  3.6596  0.0015  -0.0014  0.0105
Si  9.6097  12.1993  3.5148  -0.0023  0.0023  -0.0048
Si  11.4876  2.1642  5.7729  -0.0062  -0.0036  -0.0015
Si  3.8826  1.9338  6.0022  -0.0065  0.0018  0.0162
Si  7.4758  1.9033  5.8573  0.0026  0.0082  0.0131
Si  1.9187  5.3791  5.815  0.0013  -0.0073  0.0017
Si  5.7951  5.4866  5.945  0.0128  0.004  -0.0034
Si  9.6297  5.3748  5.9003  0.0024  0.0188  0.0162
Si  11.5837  8.7229  5.9941  0.0053  0.0051  -0.0048
Si  3.9044  8.835  5.7556  0.0026  -0.0001  -0.0033
Si  7.7535  8.8863  6.034  0.0039  -0.0009  -0.0053
Si  1.7377  12.1249  5.9464  0.004  0.0109  -0.0054
Si  5.6795  12.3108  6.1457  -0.0066  -0.0143  -0.0045
Si  9.5717  12.1139  5.8695  -0.0048  -0.0053  0.0025
Si  1.6767  0.9582  6.7171  -0.0009  -0.0049  0.0039
B  5.6718  0.9446  6.1408  0.0044  0.0033  0.0032
Si  9.5948  0.9466  6.5795  0.0041  0.0037  0.0008
Si  11.603  4.3137  6.7371  0.0013  -0.0039  -0.0028
Si  3.8684  4.2471  6.5517  -0.0067  -0.0001  0.0071
Si  7.6817  4.1617  6.5245  -0.0041  -0.0252  0.074
Si  2.0378  7.6211  6.5172  -0.0021  0.002  0.0014
Si  5.8054  7.7647  6.7252  -0.0039  -0.0028  0.0065
Si  9.6402  7.5771  6.7627  -0.0089  -0.0133  -0.026
Si  11.3999  10.9402  6.7991  -0.0048  -0.0001  0.004
Si  3.6817  11.009  6.6365  0.0186  -0.0021  -0.002
Si  7.6678  11.1434  6.8899  -0.0023  -0.006  -0.0104
O  9.7715  7.3728  8.4178  -0.015  0.0077  0.0756
O  9.9209  0.8315  8.2204  -0.0049  -0.002  -0.0017
O  1.0723  0.9418  8.3081  0.0071  -0.0007  -0.0041
O  3.2841  10.6207  8.198  0.003  0.0073  -0.0076
O  5.7845  7.8947  8.3926  0.0042  0.0012  -0.002
O  3.7693  4.2099  8.2043  0.0055  0.0016  0.0124
O  7.8725  3.8891  8.1559  -0.0484  0.0539  0.0327
O  0.1453  4.2664  8.408  -0.0016  0.0013  -0.0063
O  11.0547  10.9018  8.4467  -0.0046  -0.0003  -0.0007
O  7.8906  11.2097  8.5603  0.008  0.0036  0.0091
O  2.3845  7.5143  8.1196  -0.0011  -0.0033  0.0031
O  11.3981  0.2135  21.2527  0.0004  0.0007  -0.0005
O  9.7468  3.6378  21.3709  -0.0006  -0.0001  -0.0015
O  4.1297  7.5471  21.5969  0  0.0003  -0.0002
O  6.0139  4.1635  21.3952  0.0002  -0.0002  -0.0008
O  5.7409  9.7553  21.6619  0.001  -0.0011  -0.0009
O  2.1467  3.3865  21.2128  0.0008  -0.0002  -0.0004
O  7.334  13.4525  21.5066  0.0003  -0.0007  -0.0026
O  4.0032  0.1586  21.3793  -0.0005  -0.0001  -0.0016
O  7.6806  7.0061  21.6371  -0.0005  -0.0017  0.0002
O  2.122  10.1845  21.6121  0.0003  -0.0001  -0.0022
O  11.5388  6.9655  21.4191  -0.0002  0.0001  0.0006
O  10.1555  9.6529  21.6502  -0.0004  -0.001  -0.0005
Si  11.6546  6.4519  11.3249  0.0174  -0.01  -0.0005
Si  1.5475  10.3446  16.309  0.0008  0.0008  -0.0027
Si  0.2925  3.6666  9.9277  0.0065  -0.0011  -0.0001
Si  8.0637  12.8585  20.1846  -0.0019  0.001  0.0017
Si  2.9223  10.4559  9.7644  0.0027  -0.0035  0.0131
Si  2.5607  10.3981  20.0681  0.0007  0.0006  0.0014
Si  10.3433  3.6982  19.8531  -0.0011  -0.0007  -0.0003
Si  0.2593  12.806  17.1458  -0.0008  0.0022  -0.0031
Si  10.7961  0.6961  19.8017  0.0002  -0.0003  0
Si  3.1926  7.7564  16.2598  0.001  -0.0023  -0.0011
Si  0.3229  6.479  19.9177  0.0005  -0.0016  -0.0001
Si  9.4146  2.5912  14.3823  0.0008  0.0003  -0.0009
Si  3.0029  2.4967  11.0975  -0.0072  -0.0029  -0.0018
Si  5.1144  12.0079  15.3454  0.0023  -0.001  -0.0012
Si  4.9277  8.6804  20.7173  -0.0008  0.0007  0.0005
Si  3.6244  -0.5133  11.4766  -0.0121  -0.0018  -0.0051
Si  5.6032  8.9103  14.8105  0.0003  -0.0005  -0.0026
Si  -0.1408  11.3107  9.9892  0.0016  0.0025  -0.0045
Si  9.4338  10.023  20.2392  -0.0015  -0.0015  -0.0017
Si  3.4496  0.0542  19.8476  0.0008  0.0001  0.0008
Si  7.4473  4.4393  9.6158  0.0608  0.0002  -0.0267
Si  2.2683  12.3227  14.2043  -0.0027  0.0023  -0.0048
B  6.2808  0.0354  11.3953  0.0087  -0.0069  -0.0267
Si  2.7955  2.9045  19.7737  -0.0001  -0.0003  -0.0005
Si  5.7462  4.4563  13.7492  0.0007  -0.0011  0.0031
Si  7.4771  0.2479  15.6271  0.0004  0.0035  -0.003
Si  9.627  11.3836  15.2224  0.001  -0.0023  -0.0013
Si  2.0426  6.5392  13.5698  0.0058  -0.0057  0.0012
Si  2.8807  3.5116  14.0674  0.0037  0.0004  0.0013
Si  11.6773  9.1621  18.4486  0.002  0.0003  0.0004
Si  11.2555  0.8832  9.1712  -0.0016  0.0053  0.0032
Si  9.1053  7.0942  9.8836  -0.0138  -0.0556  -0.0179
Si  8.6997  8.6004  14.5928  -0.0004  -0.0047  -0.0008
Si  4.8247  7.133  12.378  -0.0008  -0.0063  0.0023
Si  2.9773  5.6306  18.7706  0.0005  -0.0009  -0.002
Si  2.5959  7.3953  9.7094  0.0038  -0.0033  -0.0086
Si  6.2997  8.3893  9.8629  -0.0186  0.0047  -0.0026
Si  4.3542  4.7069  9.6269  -0.0119  -0.0045  -0.0012
Si  9.4016  10.53  12.2942  0.0018  -0.0026  0.0059
Si  5.9328  13.0364  17.9763  0.0002  -0.0006  0.0001
Si  7.9829  4.955  18.4061  0.0006  -0.001  -0.0026
Si  8.3292  5.4694  15.2698  -0.0029  -0.0042  -0.0014
Si  7.1917  11.2104  10.0498  -0.0013  -0.0183  -0.0057
Si  5.3887  4.2023  19.8828  0.0003  -0.0007  -0.0005
Si  0.794  1.5108  15.1362  -0.0011  0.0017  -0.0029
Si  7.5332  7.541  20.1207  0.0009  0.0005  -0.0018
Si  7.5761  2.4723  12.0782  -0.0056  -0.0067  0.0183
O  3.5092  6.0553  10.0354  -0.0005  0.0018  -0.0023
O  1.9808  2.6503  15.1346  -0.0009  -0.0021  0.0008
O  -0.3091  12.9459  10.1317  -0.0013  -0.0009  -0.0012
O  8.3352  8.9142  19.8523  0.0007  0.001  0.0004
O  2.4134  1.3169  19.5315  -0.0005  -0.0005  0.0002
O  8.1553  5.4121  16.8714  0.0001  -0.0006  0.0025
O  2.7327  11.9868  19.7164  -0.0005  -0.0008  0
O  7.1782  8.8046  15.1355  0.0003  0.0004  0
O  1.2277  0.1865  14.2753  0.0009  -0.0022  0.0015
O  4.4294  3.8431  14.5393  -0.0018  -0.0009  0.0004
O  4.2915  3.4103  10.6448  0.001  -0.002  -0.0047
O  10.9692  2.1316  14.6099  0.0014  -0.0018  0.0013
O  11.4687  4.8442  10.9897  -0.0025  0.0044  0.0028
O  10.8488  12.0539  16.0828  0.0004  -0.0003  0.0024
O  8.9619  6.9546  14.8019  0.0005  0.0008  -0.0006
O  1.8189  3.2394  10.2801  -0.0001  -0.0001  0.0007
O  8.4826  5.6047  10.0517  -0.0214  0.0059  -0.0731
O  11.1335  2.2884  19.5434  -0.0001  -0.0004  0.0002
O  5.4744  7.5425  10.9575  0.0049  0.0017  -0.0051
O  11.3928  7.5864  18.8179  -0.0003  0.0001  -0.0008
O  7.9087  8.1777  10.0805  0.0283  -0.0268  0
O  10.2374  7.2146  11.0528  -0.0243  -0.0022  -0.0144
O  9.2554  4.1665  14.8537  -0.0009  0.0021  0.003
O  8.816  11.479  20.5516  0.0005  -0.0015  -0.0003
O  10.6416  10.5545  11.2047  -0.0023  -0.0052  -0.0026
O  8.3721  12.2783  15.7668  0.0013  -0.0015  0.0014
O  4.4398  2.8783  19.8159  0  -0.0003  0.0003
O  4.653  0.2359  18.766  0.0004  0.0004  0.0004
O  10.4521  10.0916  18.9786  -0.0013  -0.0005  0.0024
O  6.8003  0.7054  17.0634  0  -0.0005  0.0013
O  0.5716  6.7368  12.8634  -0.0044  0.0018  -0.002
O  1.13  7.1342  10.3312  -0.0026  0.0007  0.0025
O  3.1878  7.1295  12.5484  -0.003  -0.0007  0.0001
O  3.9342  9.5602  19.7758  -0.0002  0.0001  -0.0002
O  6.8131  5.2396  14.6965  0.0021  0.0006  0.0003
O  0.6063  0.9316  16.6507  0.0003  -0.0027  0.0041
O  1.5457  11.7714  17.1559  0.0008  -0.0023  0.0022
O  5.3971  8.2966  13.3343  -0.0011  0.002  0.0008
O  2.6621  12.2667  12.6332  -0.0003  0.0004  0.0021
O  6.4625  3.1925  13.0295  0.003  -0.0047  -0.0016
O  2.7849  9.311  16.6282  -0.0017  0.0004  0.001
O  5.9828  7.8927  19.7568  0.0001  -0.0002  -0.0005
O  1.9436  6.3962  19.7707  -0.0005  -0.0002  0.0003
O  1.4231  9.6886  19.175  -0.0022  -0.0015  0.0002
O  9.4962  9.7548  15.4902  0.0004  0.0016  0.0008
O  3.1711  8.8768  10.1912  -0.0025  -0.0013  0.0007
O  9.0124  9.0765  13.0255  0.0007  -0.0007  0.0008
O  2.2192  7.2962  15.0103  -0.0001  0.0007  0.0006
O  9.1331  3.8685  18.784  0  -0.0007  0.0012
O  4.7654  7.9442  15.841  -0.0014  0.0004  0.0017
O  7.2327  0.9085  11.8339  -0.0041  -0.0034  0.0043
O  8.138  6.3495  19.2183  -0.0006  0.001  0.0016
O  5.9418  5.0595  9.5385  0.0424  -0.0067  -0.0058
O  6.9715  -0.948  19.0695  -0.0004  -0.0007  -0.0002
O  11.0689  2.254  10.0675  0.0026  -0.0026  -0.0032
O  9.0451  2.5446  12.7901  -0.0024  -0.0007  -0.0043
O  9.7414  11.5408  13.5694  0.0004  -0.0006  0.0011
O  6.5648  4.2202  18.7581  -0.0006  0  0.0009
O  6.0813  9.9999  10.0343  0.0062  0.001  0.0002
O  1.3903  10.8179  10.1534  -0.0022  -0.0008  0.0023
O  5.1783  10.4888  14.747  0.0005  0  0.0011
O  1.6207  10.8786  14.7331  0  -0.0017  -0.0001
O  11.354  13.0546  18.6704  0.0002  -0.001  0.0003
O  5.3902  11.8761  16.9585  0  -0.0001  0.0015
O  8.1397  11.0151  11.3742  -0.0042  0.0013  -0.0068
O  11.3083  4.9968  19.648  0.0003  0.0007  0.0004
O  8.3637  1.5275  15.1112  -0.0014  -0.0014  0.0001
O  2.4312  4.0519  18.6182  -0.0001  0.0003  0.0001
O  3.8145  11.6264  10.4672  0.0029  0.0023  0.0003
O  9.1619  0.5752  19.7245  0.0002  -0.0004  0.0003
O  2.8609  2.6114  12.711  0.0011  -0.0004  -0.0041
O  3.624  12.6144  15.0724  -0.0017  -0.0001  0.0008
O  7.5973  3.2029  10.6396  0.0026  0.0569  -0.0429
O  5.0881  -0.0739  12.0647  0.0008  0.0015  0.0096
O  4.4231  5.4903  19.5297  -0.0002  0.0001  0.0003
O  6.2003  13.0933  14.724  0.0003  -0.0003  0.0003
O  3.0868  6.5725  17.4123  -0.0004  0  0.0004
O  3.0643  0.8817  10.7749  0.0024  0.0028  -0.0021
O  0.2687  9.4326  16.8367  0.0006  0.0005  -0.0014
O  5.2809  5.5927  12.6737  0.0009  0.0008  -0.001
O  2.1622  4.9385  13.8055  -0.0017  0.0036  0.0001
O  6.5181  12.6747  10.2631  -0.0049  0.0096  0.0184

Results
free energy: -164915.906 eV
free energy less fixed offsets of B -154.04, O -568.88, Si -635.61 eV per atom: 0.224 eV

The program warned: the cutoff lies below the one the program advises for these potential files; the exchange-correlation potential is rough where the density is thin.
